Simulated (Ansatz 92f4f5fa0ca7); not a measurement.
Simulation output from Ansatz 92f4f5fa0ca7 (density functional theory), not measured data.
Periodic cell of 297 atoms, Si195O102, from a study of silicon, its oxide and their interface. The atomic structure is a simulated model.
Doubt: the cutoff is far below the 930 eV that the study's wrapper takes by default for these files, so forces and energies are approximate.

Settings: functional PBE; potential files Ansatz PAW; basis plane waves; wave-function cutoff 580 eV; density cutoff ratio 5; exchange-correlation grid ratio 1; k mesh 1 x 1 x 1, Gamma-centred; self-consistency stop 5e-08 eV per atom in the density residual; occupations fixed; spin none; net charge 0.

Cell vectors (angstrom)
a 11.6015 0 0
b 0 10.938 0
c 0 0 41.828

Atoms: element, x, y, z (angstrom)
Si 0 0 0.9665
Si 3.8672 0 0.9665
Si 7.7343 0 0.9665
Si 1.9336 1.3673 0.9665
Si 5.8008 1.3673 0.9665
Si 9.6679 1.3673 0.9665
Si 0 5.469 0.9665
Si 3.8672 5.469 0.9665
Si 7.7343 5.469 0.9665
Si 1.9336 6.8362 0.9665
Si 5.8008 6.8362 0.9665
Si 9.6679 6.8362 0.9665
Si 1.9336 2.7345 40.8609
Si 5.8008 2.7345 40.8609
Si 9.6679 2.7345 40.8609
Si 0 4.1018 40.8609
Si 3.8672 4.1018 40.8609
Si 7.7343 4.1018 40.8609
Si 1.9336 8.2035 40.8609
Si 5.8008 8.2035 40.8609
Si 9.6679 8.2035 40.8609
Si 0 9.5708 40.8609
Si 3.8672 9.5708 40.8609
Si 7.7343 9.5708 40.8609
Si 0 0 4.8337
Si 3.8672 0 4.8337
Si 7.7343 0 4.8337
Si 1.9336 1.3673 4.8337
Si 5.8008 1.3673 4.8337
Si 9.6679 1.3673 4.8337
Si 0 5.469 4.8337
Si 3.8672 5.469 4.8337
Si 7.7343 5.469 4.8337
Si 1.9336 6.8362 4.8337
Si 5.8008 6.8362 4.8337
Si 9.6679 6.8362 4.8337
Si 1.9336 2.7345 2.9001
Si 5.8008 2.7345 2.9001
Si 9.6679 2.7345 2.9001
Si 0 4.1018 2.9001
Si 3.8672 4.1018 2.9001
Si 7.7343 4.1018 2.9001
Si 1.9336 8.2035 2.9001
Si 5.8008 8.2035 2.9001
Si 9.6679 8.2035 2.9001
Si 0 9.5708 2.9001
Si 3.8672 9.5708 2.9001
Si 7.7343 9.5708 2.9001
Si -0.1558 -0.1628 30.2494
Si 5.9856 0.3441 29.7626
Si 3.9738 -0.4858 30.6589
Si 2.4692 1.186 30.1152
Si 7.239 0.7911 31.6993
Si 9.1948 1.8655 31.0794
Si -1.278 6.2587 31.7623
Si 3.8866 4.9123 30.9661
Si 8.9168 3.666 29.6279
Si 1.4364 6.612 30.4491
Si 6.2918 6.8705 31.0395
Si 8.182 5.3669 31.1791
Si 2.1593 2.7074 32.9952
Si 6.1129 2.5247 33.1201
Si 9.7162 2.7628 33.2153
Si -0.3834 4.5346 33.1646
Si 4.1369 3.8799 33.0635
Si 7.8335 4.1292 33.1886
Si 2.0611 8.2863 33.1907
Si 5.9989 8.2939 32.971
Si 9.8001 8.2508 33.0613
Si 0.1286 9.557 33.2049
Si 4.0041 9.6104 32.9123
Si 7.8197 9.7546 33.0634
Si 0.0454 0.039 35.0734
Si 3.9471 0.0181 34.9457
Si 7.821 -0.0273 35.118
Si 1.9873 1.3737 34.9934
Si 5.9054 1.3501 35.1164
Si 9.715 1.3805 35.108
Si -0.0174 5.6039 35.1876
Si 3.9824 5.4093 34.9462
Si 7.7922 5.5394 35.0753
Si 2.0375 6.8016 35.0327
Si 5.8608 6.8963 34.9587
Si 9.6857 6.9915 35.1013
Si 1.9849 2.7388 36.9571
Si 5.8348 2.7465 37.0109
Si 9.6931 2.7588 37.013
Si 0.0329 4.1101 37.0108
Si 3.9126 4.1267 36.9565
Si 7.7618 4.1296 36.9936
Si 1.9921 8.1844 36.9718
Si 5.8117 8.1977 36.9664
Si 9.6906 8.264 37.0599
Si 0.0548 9.5835 36.9904
Si 3.8986 9.6007 36.9378
Si 7.7437 9.5642 37.0339
Si 0 0 38.9273
Si 3.8672 0 38.9273
Si 7.7343 0 38.9273
Si 1.9336 1.3673 38.9273
Si 5.8008 1.3673 38.9273
Si 9.6679 1.3673 38.9273
Si 0 5.469 38.9273
Si 3.8672 5.469 38.9273
Si 7.7343 5.469 38.9273
Si 1.9336 6.8362 38.9273
Si 5.8008 6.8362 38.9273
Si 9.6679 6.8362 38.9273
Si 1.9233 2.7239 6.7692
Si 5.7675 2.6883 6.8127
Si 9.6313 2.7608 6.7207
Si -0.0164 4.0785 6.7432
Si 3.8615 4.0972 6.7581
Si 7.6776 4.1034 6.7751
Si 1.9016 8.1863 6.7627
Si 5.7618 8.168 6.8096
Si 9.6383 8.2026 6.7295
Si -0.0292 9.5509 6.7373
Si 3.84 9.5605 6.7833
Si 7.6869 9.5379 6.7397
Si -0.0802 -0.0265 8.6554
Si 3.7992 -0.0432 8.7494
Si 7.6821 -0.043 8.6471
Si 1.86 1.3193 8.6878
Si 5.7512 1.3046 8.7731
Si 9.5762 1.35 8.587
Si -0.0708 5.3798 8.7083
Si 3.8451 5.4716 8.6854
Si 7.6793 5.4773 8.7137
Si 1.8622 6.7616 8.6612
Si 5.7773 6.9006 8.8498
Si 9.6301 6.7838 8.6033
Si 1.7719 2.6331 10.6424
Si 5.73 2.763 10.6716
Si 9.433 2.5819 10.5844
Si -0.1972 3.9864 10.6645
Si 3.7338 3.9795 10.5052
Si 7.6108 4.1173 10.6511
Si 1.8298 8.0663 10.6173
Si 5.828 8.3381 10.8786
Si 9.6172 8.1844 10.4583
Si -0.0319 9.5141 10.573
Si 3.7582 9.4693 10.6866
Si 7.8807 9.7569 10.6862
Si -0.2203 -0.0508 12.5047
Si 3.4477 -0.3137 12.7475
Si 9.1206 0.6193 11.984
Si 1.7491 1.3349 12.6118
Si 5.6285 1.4463 13.66
Si 8.5724 0.8727 14.2469
Si -0.3467 5.3677 12.5877
Si 3.6143 5.3298 12.3575
Si 7.8497 5.3555 12.724
Si 1.6738 6.5647 12.4807
Si 5.2456 6.9337 12.8018
Si 9.5192 6.944 12.4125
O 2.8286 9.7512 14.0142
O 4.5692 2.213 14.6209
O 5.0034 0.0042 13.2337
O 13.5601 13.236 13.9892
O 4.5674 7.7526 14.0973
O 9.5819 2.0864 14.7174
O 8.331 4.2591 13.8826
O 3.5585 4.4673 13.7759
O -0.6285 4.3356 13.9098
O 8.9215 10.3926 15.0259
O 1.8961 7.2805 13.9823
O 11.2702 9.9304 13.9091
O 11.1423 9.4622 29.335
O 12.7059 3.9443 32.7192
O 10.4404 3.8728 28.9867
O 6.3675 7.4744 29.4937
O 2.4213 9.4002 27.4012
O 5.6287 1.7611 28.9885
O 3.0306 2.2027 28.9403
O 4.7519 6.2866 31.1162
O 6.828 10.3567 28.6892
O 1.7691 7.3864 29.0433
O 4.6675 4.0839 29.7889
O 14.8337 4.3064 23.124
Si 13.843 8.2517 17.6702
Si 8.4026 4.0734 20.2037
Si 4.4336 6.5161 18.5657
Si 5.7524 7.238 27.9956
Si 14.9273 10.2943 19.6303
Si 0.0006 1.8723 23.4236
Si 8.7396 9.4187 19.3207
Si 3.0682 8.2425 14.5808
Si 7.5185 -1.4217 27.4825
Si 1.9813 7.6953 24.3432
Si 3.2201 3.1295 14.6233
Si 4.8459 11.6997 24.6663
Si 11.7151 6.6493 26.3477
Si 14.1732 10.2049 26.0024
Si 7.6203 11.7972 25.4123
Si 5.1576 1.1186 18.3464
Si 10.9174 3.9125 27.4138
Si 14.409 2.7522 23.2247
Si -0.6902 6.8378 23.536
Si 4.4904 2.8885 28.6981
Si 11.586 11.9274 26.2384
Si 8.3682 8.0945 22.02
Si -0.9096 7.82 17.3609
Si 2.9673 8.3442 28.5146
Si 5.5308 4.6174 26.3931
Si 13.1558 1.0327 21.1274
Si 10.5689 9.2914 27.8242
Si 8.1901 3.4221 26.7396
Si 10.9359 4.3027 21.8108
Si 17.7569 5.9157 21.1875
Si 9.6587 3.7271 14.6814
Si 9.9697 9.1899 14.59
Si 15.7473 5.5462 23.6355
Si 10.0706 4.6554 17.7167
Si 7.7595 1.1199 20.061
Si 12.501 3.3101 19.3302
Si 17.2599 -1.7713 18.518
Si 7.0272 -0.2169 22.8579
Si 3.5698 3.6882 17.5859
O 12.5153 1.7117 19.7595
O 10.6277 2.9554 22.6888
O 12.1483 -6.8212 20.7182
O 9.6796 4.2192 16.2167
O 10.6411 6.5198 25.1203
O 2.5376 9.7172 18.325
O -1.8278 8.8 18.2596
O 2.8934 8.2157 16.1887
O 5.4346 -0.3736 17.6244
O 4.6545 -1.6045 19.8427
O 3.5845 9.1055 29.7943
O 6.962 4.0191 25.8654
O 1.3464 2.6579 23.9497
O 8.005 0.6802 23.8343
O 7.2066 -1.9258 18.9487
O 4.0624 10.8058 25.777
O 4.4327 5.0796 17.7766
O 8.534 2.4748 20.4615
O 5.4888 -0.1245 23.4371
O 12.2331 7.8057 23.4179
O 6.5541 1.5372 19.0524
O 11.8444 5.2385 27.1842
O 13.9871 3.6563 18.7251
O 3.9073 1.9419 24.0958
O 5.0437 6.3234 20.0636
O 13.1355 11.4535 26.05
O 9.5539 15.7251 21.1044
O 16.997 5.6993 22.6077
O 9.5849 4.2232 26.5018
O 4.6339 3.491 27.1831
O 10.7908 21.6321 26.982
O 4.6464 -8.4949 17.5517
O -0.054 13.3858 27.0091
O 6.087 1.4146 25.4902
O 16.3149 5.2343 25.1382
O 10.9346 1.1721 24.7352
O 5.2807 7.7281 17.8097
O 6.567 8.2722 27.0425
O 11.3452 3.7475 18.2425
O 4.1525 7.4635 27.8383
O 8.7417 4.4213 18.6432
O 8.5348 1.9096 26.2331
O 0.4227 11.7029 22.2848
O 3.9137 0.8574 19.3746
O 2.8354 3.609 16.1323
O 7.0972 0.3831 21.3535
O 7.5176 -1.7627 22.8916
O 12.2495 8.0618 17.6902
O 11.2717 7.9811 27.1703
O 11.3857 5.4778 22.8065
O 2.6684 2.08 21.7414
O 7.3166 7.023 21.4101
O 8.9778 8.9803 27.9506
O -1.2072 6.2549 17.6838
O 10.4187 8.2461 15.8245
O 2.8803 7.0543 18.5982
O 7.7403 -0.5853 26.1174
O 14.8458 6.9176 23.6588
O 8.8254 0.1133 19.3354
O 13.8476 10.5053 20.8317
O 13.2116 6.8814 25.7242
O 9.1231 8.8304 20.7816
O 18.5165 4.5679 20.6447
O 2.3458 9.2326 24.7166
O 6.0041 5.7376 27.4696
O 9.5362 7.438 22.9352
O 13.4479 7.4334 31.7813
O 6.5411 6.1059 13.4119
O -1.4941 0.7447 30.2748
O 7.004 1.2327 14.5071
O 5.9006 2.2255 12.2551
O 2.3621 5.2554 30.4759
O 2.1835 1.9317 31.544
O -0.1845 6.3901 30.4805
O 0.3051 -0.5615 31.7475
O 1.0605 0.6362 29.522
O 9.2631 8.1546 13.5449
O 7.8649 3.4522 28.3519

Results
free energy: -181971.043 eV
free energy less fixed offsets of O -568.88, Si -635.61 eV per atom: -1.333 eV

Forces (eV/angstrom), in the order of the atoms: element, x, y, z
Si -0.0035 0.032 -0.0081
Si 0.0002 0.0737 -0.0021
Si 0.0047 0.0149 0.002
Si -0.0021 -0.0644 -0.0052
Si 0.0058 -0.0552 0.0085
Si -0.0055 -0.0061 -0.0039
Si -0.0055 0.0121 0.0061
Si -0.008 0.047 -0.019
Si 0.012 0.0335 -0.0027
Si -0.0036 -0.0376 0.0067
Si -0.0085 -0.0845 0.0084
Si 0.0144 0.002 0.0027
Si 0.0078 0.0826 -0.0162
Si -0.0066 0.04 0.0055
Si 0.0255 0.0096 0.0157
Si 0.0165 0.009 0.017
Si 0.0158 -0.0729 -0.0141
Si -0.0028 -0.0357 -0.0023
Si 0.0073 0.0496 -0.027
Si 0.0207 0.089 -0.0265
Si 0.0074 -0.0075 0.0063
Si 0.0127 -0.0374 0.0079
Si 0.0033 -0.0947 -0.0243
Si 0.0149 -0.0027 0.008
Si -0.0143 0.0643 -0.07
Si -0.0322 -0.0369 0.0934
Si -0.0554 -0.0052 -0.0665
Si 0.0373 -0.0725 -0.0182
Si -0.0067 -0.1086 0.1506
Si -0.0795 -0.0632 -0.1603
Si 0.0137 0.0744 -0.0313
Si 0.0303 -0.0039 -0.0892
Si -0.1087 0.017 0.0334
Si -0.0218 -0.0976 -0.0721
Si -0.0719 -0.1133 0.1522
Si -0.0206 -0.1286 -0.197
Si -0.0063 0.0471 -0.015
Si -0.0186 0.0856 0.0241
Si -0.0043 -0.0218 -0.0347
Si -0.0064 -0.0217 0.0063
Si -0.017 -0.0326 -0.0035
Si -0.0085 -0.039 0.016
Si 0.0038 0.0315 -0.0054
Si -0.008 0.1036 0.0325
Si -0.0223 -0.0184 -0.023
Si -0.0021 -0.0145 -0.015
Si -0.0115 -0.0655 -0.0089
Si -0.0077 -0.0089 -0.0069
Si -0.1218 -0.2607 -0.1863
Si 0.3827 0.0581 0.0343
Si 0.1616 -0.2426 -0.1175
Si 0.054 0.4457 0.206
Si -0.3347 0.0034 0.1318
Si 0.0043 -0.0639 0.254
Si -0.1809 0.1406 -0.3847
Si 0.1847 -0.1487 0.0687
Si -0.3322 0.3885 0.0153
Si 0.0652 0.0644 -0.1774
Si -0.0541 0.1335 -0.3253
Si -0.0457 -0.0763 -0.1314
Si 0.0901 0.1604 -0.1535
Si 0.1106 0.0221 -0.2446
Si 0.1228 0.1463 -0.175
Si 0.1432 -0.1817 0.4279
Si 0.0052 -0.0754 -0.0163
Si 0.0108 -0.0092 -0.0036
Si 0.0882 -0.4102 -0.2308
Si -0.0331 -0.0883 0.0665
Si -0.0919 -0.1245 0.1
Si -0.078 0.4164 -0.0683
Si 0.1914 0.0798 0.2897
Si 0.1251 0.06 -0.0433
Si 0.0124 0.0338 0.044
Si 0.0482 -0.072 -0.0655
Si 0.037 0.0209 0.0748
Si -0.1827 0.0706 -0.223
Si -0.0853 -0.1339 0.0795
Si 0.047 -0.1342 0.0341
Si 0.0798 0.0821 -0.1013
Si 0.0964 0.0568 -0.0309
Si 0.0269 0.1263 0.0195
Si -0.0541 -0.0867 -0.0179
Si 0.0272 -0.0734 -0.0336
Si -0.201 -0.0467 0.1048
Si -0.0273 0.099 -0.067
Si -0.0148 0.0823 -0.0068
Si 0.0306 0.0935 -0.0116
Si 0.0347 -0.0453 0.0071
Si 0.0603 -0.0845 0.0049
Si -0.0007 -0.0453 -0.0866
Si 0.0339 0.1394 0.0439
Si -0.0147 0.0647 -0.0993
Si -0.0003 0.0426 -0.0902
Si -0.0085 -0.1912 -0.0391
Si -0.0248 -0.0705 -0.0172
Si 0.0451 -0.063 -0.0156
Si 0.1276 0.0707 -0.0165
Si 0.0283 0.0562 -0.2671
Si -0.0949 0.1586 0.1624
Si 0.0547 0.0618 -0.1743
Si 0.052 -0.0013 0.1306
Si 0.0004 -0.0228 -0.0059
Si 0.0659 0.0291 0.1656
Si 0.0278 0.039 -0.132
Si 0.0138 0.1174 0.0756
Si 0.0617 0.0014 -0.049
Si -0.0313 -0.0358 -0.1374
Si 0.0562 -0.082 0.1034
Si -0.0223 0.0577 0.1034
Si -0.0068 0.1839 -0.0226
Si -0.0242 0.0084 -0.0103
Si -0.0288 -0.0431 0.0742
Si 0.0836 -0.0601 0.0186
Si 0.0006 -0.0537 0.0365
Si -0.0049 0.0477 0.0594
Si -0.0146 0.0758 0.0723
Si -0.0341 0.0011 -0.0079
Si -0.0105 -0.0315 0.0623
Si -0.018 -0.0541 0.0124
Si -0.0205 -0.083 -0.0235
Si 0.021 0.096 0.0987
Si -0.0755 -0.0518 0.1884
Si -0.0296 0.0962 -0.0143
Si -0.1006 -0.076 -0.0468
Si -0.0188 -0.0599 0.0971
Si 0.123 -0.047 0.1045
Si -0.0575 0.0126 -0.0212
Si -0.08 0.1125 0.0072
Si -0.086 0.0421 0.0234
Si 0.0821 -0.1242 0.1817
Si 0.129 0.0445 0.0673
Si 0.0371 -0.0826 -0.0089
Si -0.0171 0.2949 -0.1454
Si -0.0488 0.016 0.2428
Si 0.0745 0.0022 0.1486
Si -0.1287 -0.2206 -0.1853
Si -0.0642 -0.1661 -0.1021
Si 0.3574 0.2717 -0.0644
Si -0.0127 0.1046 -0.1238
Si -0.0119 -0.1398 0.0197
Si 0.2123 0.1909 -0.0948
Si 0.2683 -0.0692 -0.0208
Si -0.1252 0.0646 -0.0193
Si 0.0319 0.0412 0.1554
Si -0.3327 -0.6187 0.1446
Si 0.0242 -0.4924 0.0059
Si -0.0159 0.0833 -0.1301
Si 0.1707 0.3041 0.4633
Si 0.1318 0.001 0.0058
Si 0.2341 -0.0931 -0.5886
Si 0.0346 -0.3794 0.2805
Si -0.2028 -0.2769 0.0944
Si -0.1126 -0.2642 0.1818
Si 0.0742 0.2543 0.1916
Si 0.2176 0.3595 0.2361
Si -0.2125 0.2622 0.1909
O -0.0385 0.0742 -0.1868
O 0.1058 -0.0589 -0.0079
O -0.1309 0.0224 -0.0582
O -0.2043 -0.1494 -0.3361
O 0.0794 -0.0632 -0.2157
O 0.0117 0.0375 0.1868
O -0.1266 0.1324 -0.0629
O 0.0283 -0.0302 -0.007
O 0.2896 0.1354 -0.2793
O 0.0198 -0.032 -0.0072
O -0.1935 -0.0345 -0.182
O 0.1042 0.1341 -0.3723
O 0.1221 0.0777 0.3738
O 0.0264 -0.0918 0.1068
O -0.0388 -0.0333 0.0523
O 0.0264 0.0594 0.2666
O 0.0674 -0.0518 0.287
O 0.1439 -0.1955 -0.0412
O -0.2886 -0.1752 0.0867
O -0.0498 0.0655 0.106
O -0.2324 0.288 0.2114
O -0.0258 -0.0608 0.2109
O -0.0114 -0.0721 0.0472
O -0.028 0.0035 -0.0879
Si -0.1521 -0.0035 0.2832
Si 0.0251 0.0573 -0.1054
Si -0.182 -0.0053 -0.0608
Si 0.1055 0.0112 -0.1336
Si -0.0628 -0.0786 -0.1059
Si 0.0002 -0.0195 0.1362
Si -0.0318 -0.0033 -0.0933
Si 0.0014 -0.0752 0.1527
Si 0.1608 -0.1537 -0.1951
Si 0.0053 -0.0525 0.2039
Si -0.0723 0.2789 0.0623
Si 0.0777 -0.0371 0.1267
Si -0.0013 -0.1128 0.0038
Si -0.0499 0.0774 -0.2135
Si 0.0082 0.087 0.1319
Si -0.0894 0.0483 0.0808
Si -0.1554 0.0777 -0.3058
Si -0.0269 -0.0861 0.0988
Si -0.0056 -0.0173 0.3172
Si 0.1272 0.0814 -0.1521
Si -0.0395 -0.0541 0.0585
Si 0.0881 0.0529 0.0012
Si 0.1446 -0.0981 0.1954
Si 0.0549 0.0307 -0.2857
Si 0.0842 0.043 -0.0046
Si 0.0471 -0.0716 -0.0358
Si -0.1342 -0.0376 -0.4091
Si 0.1841 0.064 -0.1884
Si 0.0421 -0.0403 -0.0244
Si -0.125 -0.0218 -0.0615
Si -0.1007 0.0632 -0.0737
Si 0.126 0.0628 0.0294
Si -0.0162 0.1053 0.1985
Si 0.1395 0.1451 0.109
Si -0.1131 -0.1225 -0.0265
Si 0.0229 0.036 -0.0531
Si 0.0063 -0.0367 0.0286
Si 0.0082 0.1249 0.0846
Si 0.0281 0.09 0.0807
O -0.0189 -0.0405 0.049
O 0.0016 -0.0136 0.0127
O -0.0352 0.0204 0.0577
O -0.0379 -0.0963 -0.1598
O 0.0153 0.0177 -0.1567
O 0.0409 -0.022 -0.0336
O -0.0224 0.062 0.0206
O 0.0965 0.0069 -0.2622
O 0.0185 0.0353 0.0273
O 0.0232 0.0189 0.0607
O -0.1176 -0.1799 0.0198
O -0.0406 -0.0042 0.0346
O 0.0144 0.0579 -0.0578
O -0.0283 -0.0504 -0.0817
O -0.0339 0.011 0.0049
O 0.0694 0.0201 0.0391
O -0.0136 -0.0408 -0.0063
O 0.0541 0.012 0.0582
O -0.0022 -0.0487 -0.0686
O -0.0317 0.0456 -0.1399
O 0.0389 0.018 0.0237
O 0.0139 0.0152 0.0617
O 0.0154 -0.0113 -0.0068
O 0.0156 0.0477 -0.0469
O 0.0799 -0.0042 0.1017
O 0.0027 0.0048 0.0283
O -0.031 -0.0116 0.0089
O 0.0555 -0.0028 -0.0448
O -0.0305 -0.0044 0.0011
O -0.0534 -0.027 0.1634
O 0.0705 0.0269 0.0982
O 0.0189 -0.0601 -0.0235
O 0.0703 0 0.0716
O -0.0562 -0.0189 -0.0279
O -0.0343 -0.0095 -0.0542
O 0.031 0.0469 -0.1434
O 0.063 0.0368 -0.0159
O -0.0451 0.0687 0.0819
O -0.0355 -0.0367 0.0352
O -0.0863 0.0411 0.1725
O -0.0441 -0.0221 0.0245
O -0.1119 -0.0828 -0.0244
O -0.0007 0.0117 -0.0408
O 0.0652 -0.0367 0.0066
O -0.004 -0.0354 -0.1904
O -0.0075 0.0158 -0.0159
O -0.0179 -0.0732 -0.0099
O -0.0274 0.0001 -0.0919
O -0.0282 0.0287 0.1357
O 0.0352 -0.0292 -0.0587
O 0.0159 -0.0133 -0.0309
O -0.0012 -0.004 0.0217
O -0.0245 0.0146 0.0942
O -0.0319 -0.0407 -0.0178
O -0.0236 0.0241 -0.1209
O 0.0773 0.0239 -0.0274
O -0.0394 -0.0082 0.0042
O 0.0598 -0.0466 -0.1108
O 0.0315 0.0258 0.0326
O -0.0297 0.1046 0.0731
O 0.015 0.0282 -0.0603
O 0.0238 0.0032 0.0668
O 0.0209 -0.0198 0.0296
O -0.0127 -0.0176 -0.0361
O -0.0266 -0.0227 0.0879
O -0.0688 0.0468 -0.0557
O 0.0987 0.1507 0.092
O -0.0497 -0.0806 -0.2956
O 0.0217 0.0518 0.0626
O -0.2613 0.1311 0.1589
O -0.0302 0.0757 -0.2332
O -0.1523 -0.0547 -0.1295
O -0.051 -0.0898 0.0808
O -0.1818 -0.1068 0.2259
O -0.0433 -0.0397 0.2512
O -0.1553 0.0519 -0.0996
O 0.0721 -0.0251 -0.034
O 0.1722 -0.061 0.1303

The program warned: the cutoff lies below the one the program advises for these potential files; the forces do not sum to zero within the program's tolerance; the exchange-correlation potential is rough where the density is thin.
